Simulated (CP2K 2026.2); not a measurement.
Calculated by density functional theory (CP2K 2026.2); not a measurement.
Periodic cell of 507 atoms, Si360O147, from a study of silicon, its oxide and their interface. The atomic structure is a simulated model.
Doubt: the forces sum to 3.24 eV/angstrom along one axis rather than to zero, so they err by at least 0.0064 eV/angstrom per atom on average; the grid cutoff is modest.

Settings: functional PBE; method Gaussian and plane waves; basis set DZVP-MOLOPT-SR-GTH; pseudopotentials GTH-PBE; grid cutoff 300 Ry, relative cutoff 40 Ry; k points Gamma only; occupations fixed; spin none; net charge 0.

Cell vectors (angstrom)
a 16.32 0 0
b 0 16.32 0
c 2.4522 5.5255 34.0858

Atoms and the computed forces on them: element, x, y, z (angstrom), force x, y, z (eV/angstrom)
Si -0.11 -1.313 -0.598 0.146 -0.12 0.071
Si 2.787 2.367 -0.581 -0.515 -0.161 0.14
Si -8.898 -6.127 -4.703 0.053 -0.068 0.03
Si 1.896 -1.537 26.526 0.098 0.037 -0.127
Si -0.626 -6.091 1.66 -0.061 -0.101 0.061
Si 2.264 -3.129 -0.119 0.187 0.357 0.297
Si -10.748 -2.197 -2.74 -0.061 0.084 0.075
Si -3.33 2.527 -4.067 0.088 0.121 0.02
Si -5.548 4.731 -3.717 -0.019 -0.042 0.011
Si -8.693 7.671 1.412 -0.015 -0.02 -0.058
Si 4.557 -5.102 -0.325 0.221 0.219 0.497
Si 4.953 0.041 -0.82 -0.033 -0.225 0.712
Si -9.184 2.088 -1.099 -0.095 -0.009 -0.06
Si -1.843 3.231 -1.354 -0.026 -0.023 0.085
Si -7.903 8.024 -0.777 -0.268 -0.193 0.615
Si -1.162 -4.142 -4.551 -0.006 -0.023 -0.076
Si -8.242 1.16 -6.166 0.015 -0.052 -0.01
Si -3.949 -3.592 -0.026 0.193 -0.174 0.698
Si 0.518 0.505 1.656 0.071 0.116 0.507
Si 2.197 2.191 1.653 -0.075 0.003 0.011
Si 0.55 5.942 1.451 0.077 0.194 0.505
Si 2.243 7.649 1.391 0.024 0.081 -0.033
Si 0.284 -5.497 -0.324 -0.226 -0.133 0.399
Si 3.153 -2.179 1.754 0.023 0.038 0.043
Si 4.862 -0.524 1.477 -0.013 0.022 -0.062
Si -7.785 2.908 1.48 -0.214 -0.067 0.749
Si 5.889 5.948 1.448 0.184 0.143 0.521
Si -8.9 7.438 -3.514 0.04 0.08 0.05
Si 5.848 -4.833 1.567 0.053 -0.009 -0.046
Si -8.725 -3.171 1.387 -0.02 -0.016 -0.026
Si -4.856 0.511 1.437 0.258 0.055 0.559
Si -3.122 2.257 1.451 -0.193 -0.198 0.543
Si -5.673 5.126 1.54 0.02 0.165 0.748
Si -2.353 8.588 1.466 -0.003 -0.072 -0.038
Si -5.37 -5.222 0.986 -0.058 0.033 -0.105
Si -2.348 -2.656 1.354 -0.35 -0.138 0.243
Si -1.351 1.403 2.768 -0.049 0.023 0.025
Si 1.359 4.11 2.73 0.013 0.002 0.011
Si -1.299 6.834 2.678 -0.005 -0.014 -0.019
Si 1.279 9.362 2.75 0.068 -0.031 -0.013
Si -1.392 -4.186 2.813 0.06 0.019 -0.024
Si 1.395 -1.254 2.949 -0.059 0.014 -0.008
Si 3.997 1.244 2.806 -0.004 -0.006 0.001
Si 6.837 4.104 2.644 0.003 -0.024 -0.047
Si 4.069 6.828 2.681 0.008 0.019 0.013
Si 6.762 -6.772 2.622 -0.01 -0.014 -0.008
Si 4.137 -3.961 2.925 0.027 0.009 0.006
Si -9.627 -1.421 2.686 0.012 0.014 -0.024
Si -6.629 1.357 2.78 0.011 -0.027 -0.038
Si -4.079 3.97 2.788 0.036 -0.022 -0.037
Si -6.914 6.758 2.711 -0.007 -0.005 -0.084
Si -4.173 -6.692 2.532 -0.014 -0.028 -0.003
Si -6.835 -4.098 2.516 0.036 0.062 -0.008
Si -3.859 -1.286 2.639 -0.071 0.02 -0.035
Si -2.627 -0.002 4.161 -0.026 -0.006 -0.033
Si -0.069 2.844 4.127 0.041 -0.044 -0.048
Si -2.695 5.439 3.999 0.013 0.017 0.012
Si -0.018 8.093 4.211 0.012 0.001 -0.043
Si -2.882 -5.421 4.103 -0.011 -0.049 -0.044
Si 0.017 -2.777 4.101 -0.006 0.012 0.01
Si 2.72 0.036 4.355 0.013 0.042 -0.045
Si 5.445 2.707 3.977 0.013 0.037 -0.001
Si 2.802 5.392 4.083 -0.014 0.048 -0.029
Si 5.362 -8.062 4.045 0.037 -0.011 -0.012
Si 2.676 -5.469 4.012 -0.021 -0.002 -0.006
Si 5.483 -2.665 4.293 -0.014 0.022 -0.067
Si -8.154 -0.025 3.954 -0.02 -0.001 -0.018
Si -5.395 2.693 4.241 -0.015 0.012 0.028
Si -8.187 5.405 4.141 -0.002 -0.003 0.001
Si -5.484 8.192 3.932 0.033 -0.003 -0.022
Si -8.09 -5.495 3.991 -0.031 0.035 -0.031
Si -5.423 -2.683 3.872 0.027 -0.007 -0.027
Si -1.324 -1.407 5.485 0.001 0.007 0
Si 1.297 1.457 5.519 0.005 0.016 -0.005
Si -1.403 4.147 5.496 -0.036 0.005 0.019
Si 1.4 6.733 5.475 0.019 -0.013 -0.01
Si -1.434 9.524 5.431 -0.003 0.01 -0.026
Si 1.376 -4.115 5.443 0.018 0.002 0.031
Si 4.101 -1.341 5.624 -0.005 -0.006 0.022
Si 6.825 1.356 5.349 -0.023 -0.01 0.023
Si 4.129 4.039 5.437 -0.005 -0.024 0.019
Si -9.573 6.84 5.398 0.013 -0.025 -0.04
Si 4.036 -6.761 5.445 -0.005 0.006 0.032
Si -9.433 12.193 5.439 0.015 -0.024 -0.033
Si -6.785 -1.377 5.325 0.031 0.011 0.008
Si -4.02 1.324 5.523 -0.003 0.024 0.021
Si -6.804 4.08 5.505 0.009 -0.004 -0.02
Si -4.096 6.825 5.313 0.021 0.015 0.035
Si -6.783 -6.815 5.403 0.011 -0.037 0.016
Si -4.176 -4.018 5.416 -0.033 0.037 -0.017
Si -0.008 0.004 6.84 0.009 0.01 -0.019
Si 2.726 2.757 6.836 -0.005 0.002 0.026
Si 0.01 5.437 6.847 0.013 0.009 0.01
Si 2.721 -8.166 6.805 0 0.013 0.004
Si -0.037 -5.448 6.782 0.034 0.026 -0.006
Si 2.714 -2.76 6.854 -0.023 -0.018 0.004
Si 5.499 0.057 6.838 0.003 0.033 -0.014
Si -8.175 2.695 6.794 -0.018 -0.019 -0.011
Si -10.877 5.451 6.788 0.012 0.005 0
Si -8.17 8.16 6.763 0.01 0.009 -0.002
Si -10.864 10.883 6.787 -0.03 -0.019 0.01
Si -8.096 -2.73 6.766 -0.012 -0.001 0.004
Si -5.452 -0.041 6.777 0 0.018 0.011
Si -2.711 2.736 6.852 -0.008 -0.01 0.02
Si -5.421 5.48 6.769 0.014 0.023 0.001
Si -2.764 8.147 6.77 -0.025 -0.043 -0.014
Si -5.47 -5.427 6.783 0.007 -0.001 0.001
Si -2.754 -2.725 6.8 -0.009 -0.002 -0.001
Si -1.366 1.366 13.607 -0.001 0.008 0.003
Si 1.359 4.057 13.607 0.023 -0.007 -0.009
Si -1.344 6.789 13.593 0 -0.016 -0.008
Si 1.355 -6.799 13.605 -0.008 0.015 0
Si -1.361 -4.085 13.606 0 0.014 -0.005
Si 1.37 -1.364 13.593 -0.009 -0.003 0.008
Si 4.08 1.365 13.609 -0.002 0.016 -0.013
Si -9.526 4.059 13.593 -0.01 -0.007 -0.005
Si 4.064 -9.53 13.597 -0.013 0.003 0.006
Si -9.504 9.538 13.557 0.008 -0.007 -0.012
Si 4.092 -4.05 13.61 0.005 -0.024 0.017
Si 6.783 -1.327 13.604 -0.01 0.018 -0.008
Si -6.819 1.358 13.618 0.003 -0.024 -0.005
Si -4.084 4.087 13.622 -0.018 0.026 0.011
Si -6.769 6.804 13.587 0.003 -0.003 0
Si -4.06 9.514 13.571 0.005 -0.013 -0.005
Si -6.805 -4.053 13.574 -0.019 0.014 -0.002
Si -4.081 -1.368 13.611 0.021 -0.007 -0.002
Si -2.722 0 14.962 -0.006 -0.022 -0.014
Si 0.006 2.702 14.984 -0.006 0.005 -0.005
Si -2.687 5.436 14.97 0.018 0.001 0.006
Si 0.015 8.13 14.967 0.01 0.006 -0.006
Si -2.718 -5.463 14.954 -0.001 0.002 -0.009
Si -0.001 -2.712 14.949 -0.01 -0.012 -0.008
Si 2.723 -0.003 14.962 0.014 0.01 0.003
Si 5.431 2.717 14.986 0.002 0 -0.001
Si 2.722 5.402 14.971 -0.015 -0.003 -0.005
Si 5.439 -8.133 14.89 -0.013 -0.01 -0.018
Si 2.719 -5.42 14.942 0 -0.002 -0.004
Si 5.433 -2.661 14.99 -0.004 0.028 0.011
Si -8.205 0.028 14.994 0.013 0.016 -0.005
Si -5.462 2.718 14.971 -0.009 -0.006 -0.003
Si -8.142 5.423 14.905 -0.001 -0.018 -0.018
Si -5.389 8.162 14.946 0.002 0.008 -0.011
Si -8.154 -5.414 14.92 -0.002 -0.011 -0.02
Si -5.467 -2.711 14.964 -0.004 -0.005 0.004
Si -1.339 -1.339 16.319 0.018 0.03 -0.01
Si 1.363 1.325 16.34 -0.052 -0.036 -0.01
Si -1.343 4.064 16.348 0.007 0.006 0.01
Si 1.362 6.745 16.335 0.009 -0.008 -0.008
Si -1.349 -6.832 16.313 -0.009 -0.006 0.015
Si 1.369 -4.051 16.302 -0.005 0.009 0.005
Si 4.078 -1.29 16.39 0.008 -0.015 0.001
Si -9.558 1.383 16.4 -0.007 -0.009 -0.02
Si 4.084 4.068 16.362 0.011 -0.001 0.027
Si -9.505 6.815 16.188 0.002 0.027 -0.028
Si 4.084 -6.799 16.266 0.014 0.019 0.007
Si -9.518 -4.063 16.288 0.048 -0.012 -0.008
Si -6.848 -1.347 16.324 -0.002 -0.009 0.004
Si -4.11 1.336 16.315 -0.001 0.006 -0.009
Si -6.848 4.067 16.325 -0.015 0.018 -0.005
Si -4.027 6.806 16.328 0.014 0.037 0.005
Si -6.738 9.578 16.247 -0.015 0.022 -0.016
Si -4.102 -4.102 16.289 -0.006 -0.018 0.002
Si 0.026 -0.026 17.75 0.005 -0.022 -0.007
Si 2.719 2.657 17.71 0.017 0.008 0.012
Si 0.005 5.411 17.754 -0.002 -0.013 -0.009
Si 2.794 8.094 17.617 -0.006 -0.03 -0.034
Si 0.039 -5.467 17.617 0.015 0.009 -0.021
Si 2.674 -2.655 17.692 -0.043 0.019 -0.027
Si 5.429 0.046 17.832 -0.002 0.015 0.039
Si -8.257 2.798 17.766 -0.001 -0.001 -0.002
Si 5.497 5.511 17.603 -0.008 0.004 -0.042
Si -8.138 8.2 17.469 -0.015 -0.006 -0.001
Si 5.386 -5.378 17.609 -0.004 0.015 0.01
Si -8.138 -2.766 17.692 -0.006 -0.009 -0.024
Si -5.539 0.047 17.685 -0.025 0.004 -0.01
Si -2.713 2.661 17.655 0.016 -0.034 -0.008
Si -5.42 5.411 17.598 0.014 0.011 0.023
Si -2.679 -8.158 17.748 0.03 0 0.003
Si -5.42 -5.439 17.723 -0.027 -0.015 -0.01
Si -2.755 -2.707 17.581 -0.042 -0.016 0.013
Si -1.354 1.341 19.068 -0.037 0.004 -0.017
Si 1.4 4.027 19.078 0.008 0.044 -0.002
Si -1.361 6.757 19.148 0.027 0 0.001
Si 1.434 -6.881 18.91 -0.038 -0.004 0.064
Si -1.362 -4.073 18.867 0.04 0.006 0.036
Si 1.381 -1.35 19.195 0.018 0.03 0.016
Si 4.061 1.441 19.25 0.039 0.039 0.008
Si -9.583 4.253 19.129 -0.031 -0.033 0.034
Si 4.193 6.812 19.027 -0.025 -0.021 -0.027
Si -9.471 9.572 18.787 0.041 0.021 0.038
Si 3.988 -4.044 19.005 0.036 -0.022 -0.004
Si 6.776 -1.487 19.061 -0.03 0.029 0.019
Si -6.931 1.398 19.095 0.046 0.002 0.006
Si -4.12 3.985 18.955 -0.018 -0.038 -0.016
Si -6.776 6.873 18.804 -0.002 0.027 0.063
Si -4.049 -6.785 19.111 0.022 0.004 -0.009
Si -6.746 -4.057 19.119 0.024 0.02 -0.004
Si -4.162 -1.375 18.924 -0.016 -0.005 -0.006
Si -2.797 -0.08 20.276 0.013 0.048 0.009
Si 0.022 2.676 20.46 -0.017 -0.012 0.052
Si -2.834 5.317 20.359 0.061 0.012 0.023
Si 0.142 8.131 20.381 -0.36 0.157 -0.344
Si -2.646 -5.342 20.356 -0.02 -0.036 0.016
Si -0.065 -2.826 20.367 0.035 0.022 0.024
Si 2.757 -0.006 20.66 -0.023 0.011 0.038
Si 4.908 3.403 20.428 0.021 0.01 -0.003
Si 3.153 5.081 20.286 0.015 -0.017 0.043
Si 5.617 8.276 20.266 -0.028 -0.047 0.038
Si 2.726 -5.522 20.329 0.012 0.017 0.013
Si 5.341 -2.791 20.466 0.046 0.011 -0.022
Si -8.217 -0.115 20.401 0.435 -0.287 -0.251
Si -5.525 2.766 20.418 0.023 0.005 -0.011
Si -6.468 4.601 21.627 -0.032 -0.032 0.072
Si -5.476 -8.22 20.315 0.009 -0.025 0.041
Si -8.196 -5.476 20.28 -0.01 -0.031 -0.011
Si -5.345 -2.694 20.49 -0.02 -0.037 0.039
Si -1.817 -1.814 21.566 -0.007 -0.002 -0.013
Si 1.24 1.281 21.964 0.091 0.04 -0.679
Si -1.429 4.028 21.727 -0.04 -0.019 -0.725
Si 2.366 6.414 22.046 0.122 -0.302 -0.466
Si -0.897 -6.405 21.497 0.16 0.155 -0.529
Si 0.811 -4.748 21.441 -0.069 0.029 0.003
Si 4.207 -1.374 22.006 -0.028 -0.006 0.189
Si -6.557 -1.114 21.782 -0.242 -0.153 -0.689
Si -10.408 0.123 22.509 -0.454 -0.499 -0.237
Si -8.857 7.544 21.569 0.063 0.064 -0.091
Si 4.657 -6.296 21.475 0.052 0.156 -0.521
Si 6.339 -4.6 21.556 0.043 -0.045 0.108
Si -3.993 -4.208 23.892 0.21 0.105 -0.487
Si -4.352 1.103 21.617 0.454 0.345 -0.127
Si -8.083 5.676 20.301 0.024 0.037 0.017
Si -4.658 6.225 21.523 -0.088 -0.018 0.018
Si -7.101 -7.097 21.576 -0.016 0.037 0.037
Si -3.463 -3.544 21.703 0.052 0.038 0.024
Si -3.228 -2.562 26.388 0.022 -0.015 -0.092
Si -5.695 -1.095 -1.084 0.08 -0.003 0.08
Si -5.481 -0.316 -6.629 0.024 0.119 0.058
Si -5.768 -6.207 -4.042 -0.065 0.027 0.112
Si -6.583 -5.955 23.626 0.003 -0.408 -0.696
Si 3.376 -2.286 24.143 0.327 0.401 -0.53
Si 1.53 2.772 24.65 0.125 0.003 -0.13
Si 4.28 -8.156 23.767 -0.007 0.136 -0.092
Si -0.982 -0.578 23.347 -0.282 -0.433 -0.442
Si -9.188 7.044 23.801 0.108 0.263 -0.573
Si 0.269 5.372 23.895 -0.058 0.046 -0.047
Si -2.502 -6.874 24.11 0.019 0.034 -0.111
Si -8.184 -2.808 -0.886 -0.221 -0.069 0.681
Si -10.285 -5.36 -7.364 -0.192 0.078 0.054
Si -1.832 6.948 25.429 -0.123 0.002 -0.068
Si -10.546 -0.944 -5.584 0.025 -0.105 -0.032
Si -2.618 -8.1 -0.857 0.015 0.042 0.754
Si -3.009 1.797 23.359 -0.386 -0.232 -0.524
Si 1.113 2.426 -2.171 0.327 -0.069 0.31
Si 2.836 -1.114 -6.078 -0.03 -0.131 -0.011
Si -1.379 -1.367 -3.441 0.013 0.032 0.008
Si 0.862 4.941 -3.844 0.065 -0.089 -0.029
Si -4.296 -0.493 -3.84 0.093 0.023 0.076
Si -2.247 -4.509 -7.259 0.06 0.085 0.11
Si -6.07 7.332 -4.88 -0.025 0.078 -0.139
Si -2.188 -5.205 -2.031 0.194 -0.037 0.115
Si -8.233 3.126 -3.83 -0.119 0.13 -0.044
Si 3.292 -7.414 -3.621 0.031 0.015 0.08
Si -4.008 2.773 26.156 0.01 -0.046 0.007
Si 4.848 -4.439 25.85 -0.124 -0.049 -0.078
Si -8.019 4.197 23.397 0.49 0.181 -0.626
Si -0.799 3.155 -5.734 0.082 -0.061 0.07
Si -9.362 -4.477 23.823 -0.184 -0.04 -0.717
Si -6.57 7.928 25.231 -0.056 -0.054 -0.136
Si -4.192 7.047 23.601 -0.021 -0.248 -0.423
Si 5.268 -5.022 -3.131 -0.081 -0.106 0.032
Si -5.193 -5.14 -6.707 0.014 -0.159 0.07
Si -5.124 6.415 -1.115 -0.006 -0.051 0.018
Si 2.57 -7.445 -0.634 -0.12 -0.47 0.481
Si 2.556 -6.578 25.606 0.055 0.123 -0.035
Si 4.974 4.418 -1.048 0.044 0.053 -0.007
Si 3.193 -4.037 -6.754 0.013 0.107 0.003
Si -10.712 3.01 22.645 -0.124 0.207 -0.478
Si -0.39 -2.854 25.439 0.011 -0.023 -0.081
Si 1.164 -4.568 23.683 -0.155 -0.18 -0.54
Si -6.547 -5.529 -1.141 0.478 -0.038 0.594
Si -6.978 2.946 26.135 -0.078 0.027 0.102
Si 4.497 3.406 25.362 0.098 -0.074 -0.068
Si -8.425 -1.53 24.231 0.086 0.003 -0.193
Si 1.191 -6.099 -5.401 0.008 0.002 -0.013
Si -10.693 4.961 -4.022 0.035 -0.13 0.05
Si 0.559 0.614 -4.613 0.054 0.079 -0.015
Si -0.664 5.933 -1.386 0.018 -0.089 0.095
Si 3.333 6.311 -5.277 -0.017 -0.001 0.039
Si -1.364 1.36 8.202 0.003 0.014 0.001
Si 1.366 4.09 8.208 -0.006 0.002 0.013
Si -1.376 6.814 8.15 0.008 0.011 -0.001
Si 1.34 -6.806 8.144 -0.011 -0.02 -0.001
Si -1.378 -4.081 8.153 -0.005 -0.016 0.009
Si 1.358 -1.365 8.182 0.019 -0.007 0.007
Si 4.094 1.386 8.177 0.006 -0.001 0.014
Si -9.519 4.083 8.147 0.001 0.002 0
Si 4.086 6.802 8.165 -0.018 -0.009 0.006
Si -9.519 9.512 8.148 -0.004 0.01 0.005
Si 4.101 -4.1 8.179 0.01 0.018 0.018
Si -9.468 -1.359 8.135 0.003 -0.011 0.009
Si -6.801 1.34 8.142 -0.005 -0.009 0.001
Si -4.091 4.106 8.163 0.015 -0.004 0.002
Si -6.8 6.814 8.136 -0.003 0.001 -0.002
Si -4.097 -6.793 8.132 0.014 0.009 0.003
Si -6.794 -4.079 8.174 -0.002 -0.002 0.008
Si -4.096 -1.367 8.172 -0.017 -0.011 -0.001
Si -2.742 0.001 9.54 -0.005 0.012 -0.002
Si 0.008 2.712 9.55 0.03 -0.033 0.003
Si -2.714 5.444 9.52 0 -0.002 -0.012
Si -0.012 -8.156 9.515 -0.011 0.017 0.007
Si -2.727 -5.45 9.508 0.005 -0.019 0.004
Si -0.017 -2.722 9.526 -0.022 0.023 -0.004
Si 2.734 0 9.519 0.002 -0.019 0.007
Si -10.878 2.746 9.531 -0.022 0.022 0.003
Si 2.725 5.459 9.541 -0.013 0.015 0.007
Si -10.87 8.158 9.525 0.018 -0.012 0
Si 2.716 -5.458 9.514 0.01 -0.005 -0.005
Si -10.859 -2.703 9.497 -0.01 -0.005 0.005
Si -8.142 -0.006 9.523 0.021 -0.003 -0.004
Si -5.45 2.721 9.505 -0.017 0.015 -0.002
Si -8.148 5.437 9.503 0.007 -0.013 0.001
Si -5.447 -8.147 9.505 -0.009 0.018 -0.001
Si -8.17 -5.436 9.514 -0.013 0.022 0.003
Si -5.437 -2.728 9.538 0.014 -0.013 0.008
Si -1.372 -1.361 10.892 0.002 -0.006 0.009
Si 1.37 1.347 10.891 -0.005 0.018 0.003
Si -1.363 4.081 10.889 -0.006 0.007 -0.004
Si 1.35 -9.511 10.883 0.005 -0.004 -0.002
Si -1.361 -6.797 10.874 0.009 0.003 -0.007
Si 1.36 -4.086 10.874 0.004 -0.01 0.001
Si 4.094 -1.358 10.87 0.014 0.018 0.001
Si -9.517 1.362 10.865 -0.006 -0.01 -0.006
Si -12.241 4.09 10.894 -0.001 0.005 0.003
Si -9.509 6.791 10.876 0.002 0.003 0.005
Si -12.241 9.517 10.885 -0.016 -0.007 0.012
Si -9.519 -4.061 10.87 -0.009 0 -0.004
Si -6.792 -1.354 10.891 -0.002 0.003 0
Si -4.097 1.371 10.892 0.002 -0.005 0.003
Si -6.8 4.077 10.877 -0.002 -0.006 0.004
Si -4.078 6.806 10.863 0.013 -0.004 -0.004
Si -6.799 -6.791 10.869 -0.003 -0.008 0.001
Si -4.073 -4.09 10.88 -0.002 0.011 -0.002
Si -0.003 -0.001 12.249 0.007 -0.001 0
Si 2.724 2.715 12.244 0.002 -0.007 -0.002
Si 0.01 5.429 12.243 0.001 0.006 -0.006
Si 2.711 -8.159 12.244 -0.008 -0.008 0
Si -0.003 -5.441 12.239 -0.017 -0.011 0.003
Si 2.728 -2.719 12.226 0.003 0.007 -0.002
Si 5.435 0.017 12.232 -0.006 -0.005 0
Si -8.162 2.71 12.233 -0.003 0.009 -0.002
Si -10.877 5.44 12.246 -0.01 -0.012 0.004
Si -8.142 8.157 12.226 -0.003 0.004 -0.002
Si -10.881 10.906 12.229 0.015 0.024 -0.003
Si -8.174 -2.694 12.239 0.01 -0.003 0.001
Si -5.446 0.003 12.262 -0.012 0.001 0.005
Si -2.729 2.728 12.251 0.009 -0.003 0.002
Si -5.424 5.438 12.227 0.008 0.011 0
Si -2.706 8.15 12.225 0 0.016 -0.003
Si -5.44 -5.437 12.236 0.004 0 0.01
Si -2.725 -2.729 12.248 -0.01 -0.018 0.005
O -0.804 -0.233 -4.431 -0.293 0.054 -0.444
O 1.85 2.262 23.136 0.36 0.323 -0.086
O -5.253 -7.733 -4.262 0.528 -0.176 0.118
O -7.422 3.585 24.744 0.171 -0.134 -0.022
O -10.816 -5.442 -1.588 0.529 -0.146 -0.012
O -8.27 2.001 0.219 0.287 -0.351 -0.109
O 5.37 5.651 -0.09 -0.253 0.328 -0.279
O -7.179 -1.651 23.199 0.17 -0.372 0.101
O -5.368 0.136 -0.085 0.028 0.536 -0.369
O -2.597 2.682 -0.046 -0.094 0.056 -0.217
O -6.76 4.06 0.912 0.311 -0.152 -0.481
O -2.305 2.765 -5.293 -0.034 0.01 -0.114
O 1.225 7.369 21.374 0.107 -0.039 -0.1
O 4.273 -6.124 -3.769 -0.062 0.006 -0.23
O -2.145 3.062 22.824 -0.297 0.074 0.027
O 1.741 5.799 23.407 0.425 -0.14 0.441
O 4.488 -6.711 23.059 -0.149 0.416 0.537
O -1.275 -6.747 23.066 0.382 -0.258 0.343
O -5.477 0.042 22.198 0.04 0.323 0.085
O -5.618 6.922 24.383 -0.138 -0.283 -0.181
O -7.1 4.274 -3.804 0.05 0.309 -0.186
O -5.499 -4.748 23.602 -0.221 0.222 -0.085
O -0.398 6.488 24.846 0.41 0.085 -0.076
O 1.944 5.783 -4.663 -0.293 0.042 0.261
O -10.675 7.476 24.29 -0.079 -0.236 0.11
O -3.857 2.273 24.639 -0.161 -0.026 -0.169
O -8.006 -5.317 23.996 -0.036 -0.174 0.257
O 4.92 4.887 -2.578 -0.489 0.146 0.001
O -7.066 1.354 25.954 0.279 -0.174 -0.429
O -3.923 7.44 -1.412 -0.085 0.226 -0.456
O -3.96 -3.006 25.003 -0.314 0.275 -0.072
O -1.058 -2.041 0.505 0.045 0.011 0.164
O -4.905 -2.403 -0.582 -0.134 -0.005 0.05
O -3.836 -4.618 -7.389 -0.059 0.094 -0.214
O 3.607 -5.446 26.102 -0.139 -0.185 0.136
O 1.554 3.681 -3.115 0.657 -0.022 0.116
O -5.083 -0.907 -5.183 -0.27 -0.786 0.036
O -0.546 -1.441 24.651 -0.052 0.211 0.029
O 3.535 3.828 -0.646 -0.368 0.193 0.204
O 1.872 -6.912 -4.195 -0.347 -0.408 0.457
O 3.099 6.677 -6.825 0.397 0.443 0.02
O 4.662 -1.206 -1.824 -0.168 -0.06 -0.006
O -4.464 0.837 -7.16 0.303 0.149 0.242
O 3.152 -7.923 -2.08 0.104 -0.579 -0.1
O -2.596 -6.71 -1.668 -0.077 0 -0.122
O 4.904 4.553 26.434 -0.2 0.645 -0.015
O -3.242 -4.202 -1.357 -0.409 0.017 -0.409
O -0.974 -1.024 -1.916 0.042 0.123 0.111
O 2.631 -1.183 25.105 -0.2 0.4 -0.387
O -7.795 1.999 -4.878 0.489 0.031 -0.118
O -9.942 0.675 -1.287 0.21 -0.119 -0.123
O -8.118 7.731 24.822 0.043 0.334 0.242
O -3.07 -5.415 24.501 0.249 0.079 0.447
O -9.619 -4.965 -3.863 0.269 0.414 0.129
O -1.277 7.408 -1.258 0.462 0.258 -0.436
O -0.723 -2.793 -3.791 0.409 -0.039 -0.181
O -3.73 -7.708 23.425 -0.451 0.292 -0.06
O 3.57 -3.862 -0.79 0.131 0.312 -0.758
O 0.297 5.58 -0.133 0.182 -0.191 -0.217
O -7.65 -6.718 -1.086 -0.395 0.273 -0.056
O 0.528 -7.216 -6.379 0.349 -0.254 0.295
O 2.897 3.205 25.376 0.051 0.097 0.015
O 1.273 -4.354 0.256 0.107 -0.065 0.556
O -2.984 -1.41 -3.602 -0.081 -0.334 -0.242
O 4.424 -3.044 25.13 0.367 0.223 0.151
O 3.624 -6.386 0.013 0.104 -0.006 0.283
O 1.166 -6.693 -0.99 -0.054 -0.156 -0.544
O -8.025 -1.065 25.709 0.035 -0.627 0.441
O 3.311 -7.887 25.021 0.058 -0.579 0.165
O -5.466 3.391 26.409 0.134 0.331 0.333
O 4.72 -3.5 -3.199 -0.369 0.053 -0.009
O -5.231 5.252 -2.22 0.034 -0.171 0.303
O -1.69 -3.077 26.355 0.048 -0.262 0.454
O -9.706 3.692 -4.235 -0.262 -0.326 -0.326
O -0.697 -4.89 -1.464 0.143 0.539 -0.215
O -9.112 -2.969 24.332 -0.3 0.258 0.524
O -4.8 5.738 0.313 0.615 0.148 -0.171
O 5.237 2.029 25.849 -0.037 -0.392 -0.443
O 1.627 -5.914 24.458 -0.066 -0.426 -0.182
O -8.918 5.455 23.893 -0.065 -0.195 0.37
O -3.022 6.338 24.489 -0.033 -0.636 -0.082
O -1.852 -3.67 -5.937 -0.375 0.464 0.187
O -0.797 3.679 -7.256 -0.405 0.125 -0.252
O 0.31 0.112 0.06 -0.111 0.289 -0.209
O -5.694 -6.489 -7.459 -0.407 0.415 -0.142
O 2.29 -3.408 23.746 -0.087 -0.026 -0.534
O -0.309 2.731 -1.435 0.215 0.089 0.175
O 0.194 5.903 -2.739 -0.227 0.479 -0.008
O -10.248 3.263 -0.85 0.089 -0.002 0.344
O -9.494 -0.45 23.705 -0.083 0.269 0.436
O 4.251 -0.413 -5.723 -0.132 0.711 0.07
O 0.114 -5.078 -4.791 0.026 0.195 -0.06
O -6.304 -3.998 -6.92 -0.332 -0.3 0.508
O -9.782 6.262 -4.096 -0.093 0.018 -0.296
O 3.009 -2.724 -5.784 0.114 -0.197 0.4
O 4.94 3.857 23.868 -0.12 0.556 0.022
O 1.017 1.128 -3.144 0.413 -0.399 0.085
O -1.868 4.851 -1.369 -0.598 0.249 0.078
O -10.341 -2.095 -6.708 -0.512 -0.202 -0.146
O -2.025 0.58 23.811 0.263 0.192 0.438
O 0.818 1.603 25.477 0.112 -0.408 -0.468
O -6.43 7.554 -6.44 -0.703 -0.033 -0.239
O -6.966 0.305 -6.624 -0.145 -0.27 -0.304
O -9.085 3.164 22.718 0.391 -0.535 -0.222
O 0.973 -2.858 26.329 0.198 -0.599 0.457
O -9.304 -5.942 -6.235 0.153 -0.138 -0.286
O -0.229 -4.054 24.369 -0.653 0.097 -0.195
O -9.48 -2.646 -1.838 0.125 -0.193 0.27
O -7.313 -6.082 -4.502 -0.009 0.132 -0.235
O -6.504 7.236 -0.994 0.045 0.182 -0.108
O -7.27 -1.471 -1.064 -0.157 0.549 -0.216
O -5.26 5.952 -4.738 0.762 -0.127 -0.209
O -1.973 -7.749 25.377 0.039 0.06 0.277
O -2.582 2.711 -2.664 0.098 -0.087 0.041
O -10.41 -5.147 24.861 -0.012 -0.502 0.048
O -5.627 -5.759 -2.489 0.553 0.176 0.125
O -0.639 5.179 22.571 -0.121 0.62 -0.45
O 4.662 -4.729 -6.769 0.075 0.004 0.262
O -2.202 -4.967 -3.622 -0.347 -0.119 -0.299
O -8.95 7.477 -1.896 -0.262 -0.048 0.009
O 1.272 -2.117 -0.957 0.149 0.034 -0.481
O -9.416 0.604 21.301 -0.176 0.527 -0.327
O 0.456 3.978 24.672 -0.439 -0.116 0.319
O -7.332 -4.119 -1.35 -0.274 -0.053 -0.525
O 2.219 -5.219 -6.27 0.02 -0.012 -0.206
O -6.137 -6.885 24.871 0.451 0.227 0.488
O 0.206 1.881 -5.565 0.387 0.062 -0.239
O -8.731 2.192 -7.3 -0.103 0.314 0.328
O -9.508 0.237 -5.848 -0.014 0.079 0.265
O 3.64 7.251 22.595 0.269 -0.068 -0.21
O -0.304 4.382 -4.805 -0.405 0.356 -0.113
O 0.328 0.154 22.717 0.272 -0.304 0.093
O -2.951 3.953 26.443 0.42 -0.114 -0.224
O -5.273 -0.669 -2.575 -0.129 -0.02 0.045
O -4.94 -5.321 -5.113 0.485 0.241 0.249
O -1.596 -5.955 -7.062 -0.207 -0.141 -0.096
O 4.463 5.144 -5.13 -0.126 -0.366 -0.313
O -8.288 2.427 -2.379 0.345 -0.148 0.167
O -4.583 3.528 -4.149 -0.112 -0.138 -0.405
O -9.465 -7.523 -4.145 -0.473 -0.029 -0.202
O 1.697 -0.359 -5.22 0.045 -0.244 0.272
O 3.795 1.153 -1.028 -0.128 0.013 -0.176
O -3.884 1.033 -4.072 -0.174 0.143 -0.218
O -7.39 7.204 -3.985 0.178 -0.075 0.11
O 5.189 1.48 23.002 -0.473 -0.358 0.123
O 3.814 7.649 -4.494 0.543 0.038 -0.016
O -10.263 -1.465 -4.088 0.268 -0.168 0.002

Results
total energy: -102972.162 eV
total energy less fixed offsets of O -438.25, Si -107.07 eV per atom: -4.212 eV
